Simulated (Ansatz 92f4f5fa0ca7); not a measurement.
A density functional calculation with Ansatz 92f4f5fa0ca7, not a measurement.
Periodic cell of 240 atoms, Si143O91As6, from a study of silicon, its oxide and their interface. The atomic structure is a simulated model.

Settings
functional: PBE
potential files: Ansatz PAW
basis: plane waves
wave-function cutoff: 700 eV
density cutoff ratio: 5
exchange-correlation grid ratio: 1
k mesh: 2 x 2 x 1, shifted by 0.5 0.5 0.5 of a step
self-consistency stop: 5e-08 eV per atom in the density residual
occupations: fixed
spin: none
net charge: 0

Cell vectors (angstrom)
a	11.6015	0	0
b	0	10.938	0
c	0	0	32.7882

Atoms: element, x, y, z (angstrom)
As	0.0094	-0.0111	23.7889
Si	3.9088	-0.0262	24.0624
Si	7.7263	0.1931	24.1563
Si	1.9802	1.43	24.0012
Si	5.7483	1.4562	24.0948
Si	9.7352	1.508	24.1087
Si	0.1009	5.4774	23.9705
As	3.8249	5.2526	24.0093
Si	7.7514	5.4535	24.2161
As	1.9884	6.9941	23.9116
Si	5.7135	6.6882	24.334
Si	9.6638	6.8482	23.9951
Si	1.933	2.7248	26.0156
Si	5.771	2.8246	26.0246
Si	9.6928	2.7626	26.093
Si	11.6176	4.1393	25.9762
Si	3.8216	4.1373	26.1058
Si	7.7476	4.1046	26.1238
Si	1.9112	8.2083	25.9936
Si	5.8102	8.2265	26.1088
Si	9.719	8.2399	25.9459
Si	11.6204	9.6705	25.9201
Si	3.8527	9.5642	26.0273
Si	7.767	9.5966	25.995
Si	11.6095	-0.0094	27.9372
Si	3.8588	0.0082	27.9506
Si	7.7432	0.0058	27.9496
Si	1.9248	1.3645	27.9523
Si	5.7981	1.3696	27.9241
Si	9.6847	1.3524	27.9787
Si	11.6094	5.4798	27.9382
Si	3.8481	5.5166	27.9923
Si	7.754	5.5118	27.9962
Si	1.9101	6.8711	27.9486
Si	5.8064	6.8375	28.0008
Si	9.6959	6.8724	27.9193
Si	1.9336	2.7345	29.889
Si	5.8008	2.7345	29.889
Si	9.6679	2.7345	29.889
Si	0	4.1018	29.889
Si	3.8672	4.1018	29.889
Si	7.7343	4.1018	29.889
Si	1.9336	8.2035	29.889
Si	5.8008	8.2035	29.889
Si	9.6679	8.2035	29.889
Si	0	9.5708	29.889
Si	3.8672	9.5708	29.889
Si	7.7343	9.5708	29.889
Si	0	0	31.8226
Si	3.8672	0	31.8226
Si	7.7343	0	31.8226
Si	1.9336	1.3673	31.8226
Si	5.8008	1.3673	31.8226
Si	9.6679	1.3673	31.8226
Si	0	5.469	31.8226
Si	3.8672	5.469	31.8226
Si	7.7343	5.469	31.8226
Si	1.9336	6.8362	31.8226
Si	5.8008	6.8362	31.8226
Si	9.6679	6.8362	31.8226
Si	1.9336	2.7345	0.9679
Si	5.8008	2.7345	0.9679
Si	9.6679	2.7345	0.9679
Si	0	4.1018	0.9679
Si	3.8672	4.1018	0.9679
Si	7.7343	4.1018	0.9679
Si	1.9336	8.2035	0.9679
Si	5.8008	8.2035	0.9679
Si	9.6679	8.2035	0.9679
Si	0	9.5708	0.9679
Si	3.8672	9.5708	0.9679
Si	7.7343	9.5708	0.9679
Si	11.6009	-0.0508	2.9544
Si	3.871	-0.0128	2.8841
Si	7.7426	-0.0347	2.9243
Si	1.9193	1.3317	2.8881
Si	5.8076	1.3298	2.9122
Si	9.6831	1.3184	2.8486
Si	11.5828	5.4838	2.8901
Si	3.8747	5.4645	2.9168
Si	7.725	5.5032	2.8784
Si	1.9251	6.8019	2.8567
Si	5.7982	6.8539	2.9189
Si	9.6618	6.8735	2.9816
Si	1.9028	2.717	4.7842
Si	5.7807	2.6661	4.8731
Si	9.6573	2.7698	4.679
Si	11.6003	4.1325	4.8131
Si	3.8558	4.0259	4.816
Si	7.6963	4.0415	4.7205
Si	1.916	8.1547	4.7675
Si	5.825	8.1824	4.8955
Si	9.6711	8.1766	5.039
Si	11.613	9.5501	4.9657
Si	3.8486	9.5034	4.768
Si	7.7423	9.5809	4.9011
Si	11.6247	0.1946	6.7857
Si	3.7291	-0.01	6.6211
As	7.7561	-0.117	6.9692
As	1.9609	1.6218	6.9078
Si	5.7193	1.2597	6.8164
Si	9.6225	1.4091	6.5572
As	11.6872	5.2294	6.9678
Si	3.8766	5.363	6.7536
Si	7.7771	5.2716	6.7003
Si	1.9623	6.7347	6.6414
Si	5.856	6.6522	6.7428
Si	9.6943	6.6059	6.921
O	9.7232	2.4646	7.846
O	5.913	7.4177	8.2228
O	3.5482	9.9661	7.955
O	9.4697	7.0969	8.5154
O	2.0257	7.7471	7.9602
O	3.878	4.5511	8.2231
O	5.4867	2.032	8.3073
O	-0.1121	10.657	8.3778
O	7.729	4.2604	8.0449
O	7.4139	10.2727	22.7719
O	5.5379	7.6618	23.0271
O	7.7426	4.4243	22.8973
O	9.3495	7.837	22.6824
O	4.1167	9.9439	22.7068
O	2.1067	2.5178	22.7209
O	5.6425	2.0823	22.5276
O	0.3393	4.4999	22.627
O	9.814	2.6803	22.8932
Si	-0.0513	10.3288	12.6387
Si	10.2316	3.4914	11.4056
Si	2.9179	0.8592	17.3537
Si	3.2793	8.078	14.4499
Si	8.8985	0.6145	12.3203
Si	4.588	9.1844	17.2348
Si	0.8895	5.3698	10.9256
Si	2.8278	8.8361	8.8691
Si	10.5736	8.6211	16.8886
Si	6.1735	3.9355	18.8422
Si	3.6241	3.8656	17.0473
Si	0.5746	7.3544	13.2904
Si	7.3616	5.8444	14.9439
Si	1.2497	3.4876	21.7022
Si	7.1639	10.0891	21.174
Si	8.6567	5.4873	19.7084
Si	9.4556	8.2174	21.0995
Si	3.749	4.8242	9.8303
Si	0.5202	0.1213	15.4339
Si	3.0697	7.9586	19.6555
Si	10.8471	5.5536	17.574
Si	4.5044	10.762	13.1756
Si	6.3641	1.9936	21.0621
Si	7.5031	8.8358	16.2178
Si	6.6181	9.9268	10.9581
Si	0.2483	9.3794	19.7261
Si	4.3891	2.6912	11.9336
Si	4.3621	5.0925	14.2437
Si	8.6664	3.1907	8.8462
Si	1.8184	5.1384	19.1896
Si	8.7646	3.5445	21.9737
Si	10.8613	2.6222	16.7845
Si	7.8405	3.0699	16.4251
Si	4.8046	8.6411	21.9826
Si	0.2007	9.9748	9.8191
Si	9.5106	6.1326	12.7634
Si	6.9207	0.6229	14.7023
Si	10.2232	7.259	9.9627
Si	5.37	7.4188	9.7572
Si	0.639	1.4461	19.4151
Si	6.2208	1.607	9.7182
O	5.9879	9.0014	20.9269
O	5.3131	0.3625	14.4896
O	8.0208	4.5777	15.7691
O	9.719	1.9665	11.7807
O	10.9015	6.9874	16.7374
O	2.1414	1.1837	18.7775
O	3.5473	4.6	15.5833
O	6.5003	8.3249	10.5628
O	7.0489	5.1519	19.5332
O	3.6467	3.4082	10.6574
O	10.6788	6.8164	13.7163
O	5.9133	5.2473	14.6066
O	9.3488	6.9064	11.3141
O	7.7571	1.092	13.3759
O	2.6639	6.4944	19.1495
O	5.8081	2.3019	11.1586
O	7.5609	10.1203	15.1841
O	11.1789	4.2396	16.6225
O	11.5085	1.6292	15.6576
O	5.6459	10.1032	12.2358
O	6.5359	0.4833	20.4719
O	6.2161	9.1308	17.17
O	10.6882	8.8098	10.0085
O	4.3227	3.8712	13.1046
O	7.2783	7.2967	15.6896
O	11.2016	9.0586	18.2951
O	7.7826	2.0123	9.5322
O	2.0736	4.4561	20.6606
O	0.3198	8.7498	12.4927
O	9.2859	2.388	16.5834
O	4.9386	4.411	17.8786
O	4.1879	8.4259	18.5989
O	9.403	4.531	20.8331
O	1.8188	8.9927	19.7148
O	0.1271	0.0278	11.1305
O	3.9474	8.2014	9.8499
O	9.3682	5.3396	18.2464
O	6.0358	-0.0235	9.7848
O	11.2187	9.7072	15.8066
O	2.2805	5.4509	10.1098
O	11.2929	2.0788	18.2558
O	0.4913	2.4577	20.6867
O	8.6047	9.5458	20.6335
O	6.9419	1.9613	15.6337
O	8.1291	10.5221	11.2659
O	0.2673	5.5325	18.8603
O	1.1679	6.1624	12.3384
O	9.4912	3.9437	10.0191
O	9.7915	4.5306	12.5822
O	3.5771	2.251	16.8023
O	4.9871	5.8717	10.2646
O	3.8816	8.4248	15.9416
O	4.1432	10.739	17.461
O	11.4899	6.243	9.984
O	0.8611	0.0403	13.8307
O	3.8356	1.2129	12.4975
O	0.2476	3.852	11.1743
O	8.109	6.21	13.551
O	3.5346	9.4662	13.5547
O	1.8913	0.1196	16.3117
O	5.5647	2.9549	20.0097
O	8.9569	8.8262	16.9543
O	1.6564	7.7296	14.474
O	1.7394	9.4737	9.8698
O	11.0422	8.5079	20.8398
O	11.686	0.0331	20.0023
O	2.3157	4.1986	17.957
O	7.9157	2.4496	21.1533
O	7.2128	3.116	17.9174
O	3.8952	6.644	13.8558
O	3.6687	7.8371	21.1568
O	8.8407	7.0184	20.1965
O	9.9973	10.6031	13.066

Results
free energy: -171817.855 eV
free energy less fixed offsets of As -4857.07, O -569.03, Si -635.61 eV per atom: -1.475 eV

Forces (eV/angstrom), in the order of the atoms: element, x, y, z
As	-0.0014	0.016	0.0294
Si	0.0325	-0.0884	-0.0524
Si	-0.0398	-0.1121	-0.0496
Si	0.0025	0.0604	-0.0335
Si	-0.0658	0.0209	-0.079
Si	0.0419	0.0399	-0.0385
Si	0.1133	-0.0588	-0.0094
As	-0.0327	0.047	-0.0005
Si	-0.0271	-0.05	-0.0874
As	0.0281	-0.0432	0.0214
Si	-0.09	0.0746	-0.0396
Si	-0.0388	0.0775	-0.0698
Si	0.0432	-0.0465	-0.0287
Si	-0.0932	-0.0648	0.0072
Si	0.0161	-0.0375	0.0165
Si	-0.0279	0.0471	-0.0251
Si	-0.0272	0.0342	0.006
Si	0.0987	0.0458	0.017
Si	-0.0522	-0.0484	-0.005
Si	0.0459	-0.0545	-0.0173
Si	0.0107	-0.0607	0.0067
Si	0.0572	0.0508	-0.0091
Si	-0.0189	0.0698	-0.0471
Si	-0.0548	0.0599	0.0066
Si	0.0116	-0.0409	0.0109
Si	0.008	-0.0522	0.0086
Si	0.002	-0.0582	-0.0176
Si	-0.0175	0.0576	0.0183
Si	-0.0016	0.0485	-0.0051
Si	0.0019	0.07	-0.0212
Si	-0.0004	-0.0561	0.0182
Si	-0.0234	-0.0527	0.0225
Si	0.0096	-0.0406	-0.0059
Si	-0.0016	0.0435	0.0245
Si	0.0002	0.065	-0.0089
Si	0.0048	0.0438	0.013
Si	-0.0114	-0.0083	-0.0517
Si	-0.0068	-0.0196	-0.2165
Si	0.0286	-0.0402	0.0799
Si	-0.0152	0.0608	-0.1296
Si	-0.0569	0.0707	0.0716
Si	0.0761	0.0805	0.109
Si	-0.0559	0.0769	0.0534
Si	0.0059	0.0966	0.2972
Si	0.0631	0.0758	-0.0929
Si	0.0312	-0.053	-0.0486
Si	-0.004	0.0579	-0.0472
Si	-0.0285	0.0374	-0.0321
Si	-0.0062	0.0952	0.0105
Si	-0.0139	-0.0221	-0.0098
Si	0.0135	0.0161	-0.003
Si	0.0029	0.0279	-0.0287
Si	0.015	-0.0355	0.0042
Si	-0.0153	0.0995	-0.012
Si	0.0031	0.0075	-0.0363
Si	-0.0019	-0.0381	0.0191
Si	0.0057	-0.0812	0.0013
Si	0.0146	0.0296	-0.0133
Si	-0.0039	0.0239	0.0573
Si	-0.0121	-0.1137	0.034
Si	-0.0347	-0.0851	0.0377
Si	0.015	-0.0762	0.1938
Si	0.0394	-0.1195	-0.2061
Si	-0.0921	-0.0127	0.0066
Si	0.0461	0.0256	0.1075
Si	0.0199	0.103	-0.0213
Si	0.0218	-0.0147	-0.1866
Si	-0.0325	0.0059	0.0507
Si	-0.0222	0.0032	0.2986
Si	0.0028	-0.1079	0.1802
Si	0.0047	-0.0489	-0.1709
Si	0.0019	-0.0563	0.02
Si	-0.0031	-0.0605	-0.0111
Si	-0.012	-0.048	-0.0009
Si	0.0016	-0.0405	-0.0174
Si	-0.0059	0.03	-0.0224
Si	0.003	0.0691	-0.0004
Si	0.0001	0.0629	-0.007
Si	-0.0242	-0.0288	-0.0054
Si	0.0273	-0.0591	0.0029
Si	-0.0006	-0.0695	0.0114
Si	-0.0097	0.0674	0.0102
Si	-0.0134	0.0321	0.0076
Si	0.0259	0.0583	-0.0048
Si	-0.0217	-0.0621	0.0199
Si	0.012	-0.0352	-0.008
Si	0.0457	-0.0518	-0.0097
Si	-0.0016	0.0375	0.0049
Si	0.0458	0.0607	-0.0201
Si	-0.0115	0.0468	0.0184
Si	0.0029	-0.0437	0.0284
Si	-0.0229	-0.0639	0.0034
Si	-0.0144	-0.0551	-0.0277
Si	0.0241	0.058	-0.0001
Si	-0.0209	0.054	-0.0103
Si	0.0606	0.0647	0.0085
Si	0.0541	-0.052	0.0504
Si	-0.1058	-0.0407	0.0242
As	0.0271	0.0256	-0.0584
As	-0.0122	-0.0285	-0.0435
Si	0.0128	0.045	0.034
Si	-0.0895	0.0147	0.0572
As	0.0429	-0.0025	-0.0606
Si	-0.0136	-0.0706	0.0821
Si	-0.0255	-0.0843	0.058
Si	-0.0671	0.0475	0.0287
Si	0.0095	0.0588	0.0316
Si	-0.0108	0.0442	0.0411
O	-0.0363	0.0329	0.009
O	-0.0174	-0.0103	-0.0319
O	-0.0088	-0.0351	0.027
O	0.0309	0.0186	-0.002
O	0.0174	0.0144	-0.0039
O	0.012	0.0038	0.0016
O	0.0517	0.0094	0.0099
O	0.0576	-0.039	0.0246
O	0.0096	-0.0136	-0.0165
O	0.0141	-0.0002	-0.0031
O	0.0028	0.0277	-0.0107
O	0.0293	-0.0143	0.0136
O	0.0361	-0.0257	0.0376
O	0.0164	-0.008	0.0306
O	-0.0324	0.0021	0.0206
O	0.0376	0.0095	0.0317
O	-0.0197	-0.0207	-0.0085
O	-0.0321	0.0067	0.0117
Si	0.0046	0.0058	0.0023
Si	-0.0056	-0.0023	-0.0091
Si	0.001	-0.0027	-0.0048
Si	-0.009	-0.0031	0.0104
Si	-0.0012	-0.0016	-0.0067
Si	0.0013	-0.0038	0.0006
Si	-0.0005	-0.004	-0.0051
Si	-0.0047	0.0063	-0.0025
Si	0.0031	0.0049	0.0194
Si	0.0014	0.0034	-0.0043
Si	0.0009	0.0013	-0.0091
Si	-0.0011	0.0063	0.0066
Si	-0.008	-0.0005	-0.0054
Si	-0.0014	0.0056	0.0016
Si	-0.0036	-0.0023	0.0001
Si	-0.0007	-0.0032	-0.0027
Si	0.0172	0.0141	-0.0198
Si	-0.0027	-0.0066	-0.0096
Si	0.011	0.0014	-0.0069
Si	0.0064	0.0087	0.0062
Si	-0.0006	0.0012	0.007
Si	-0.0039	-0.0007	-0.0013
Si	-0.0014	-0.0004	-0.0105
Si	-0.0054	-0.0001	0.0054
Si	0.0018	0.0046	-0.0089
Si	0.012	-0.0026	-0.0022
Si	0.0086	0.0021	-0.0167
Si	0.0037	0.0019	0.0066
Si	0.0085	-0.0163	-0.0185
Si	-0.0062	-0.0024	0.012
Si	0.0118	-0.0005	0.0066
Si	-0.0004	-0.0062	-0.0049
Si	0.004	-0.0079	0.0009
Si	0.0155	-0.0345	0.0094
Si	-0.002	0.001	-0.0292
Si	-0.0073	-0.0017	0.004
Si	-0.0018	0.0003	-0.0061
Si	-0.0055	0.0102	-0.012
Si	0.0047	0.0024	0.0078
Si	-0.0043	0.0017	0.0076
Si	0.01	0.0038	-0.0161
O	0.0063	0.0139	0.0143
O	0.0053	-0.0118	-0.0206
O	-0.0113	-0.0133	0.0048
O	-0.0045	0.0105	0.0155
O	-0.0073	0.0026	0.0142
O	-0.0149	0	-0.0288
O	0.0192	-0.0066	0.0039
O	-0.0219	0.0082	-0.0077
O	0.0163	-0.0197	-0.0125
O	-0.0012	0.0133	-0.0017
O	-0.0042	-0.0069	-0.0314
O	0.004	0.0122	-0.0069
O	0.0229	-0.0134	0.0139
O	0.011	-0.0214	-0.0062
O	-0.0166	-0.01	0.0088
O	-0.0021	-0.0226	0.0051
O	-0.0205	0.0031	0.0003
O	-0.011	-0.0044	0.0156
O	0.0025	-0.0009	0.0192
O	0.0065	0.0093	-0.0142
O	-0.0017	0.0068	0.0156
O	0.0012	0.0007	-0.0213
O	0.0184	-0.0127	0.0041
O	-0.0103	-0.0074	0.0013
O	0.0018	-0.0032	-0.0058
O	-0.0108	-0.0066	-0.0053
O	-0.0119	0.0193	-0.007
O	-0.0119	0.0068	-0.0282
O	-0.001	0.003	0.0117
O	-0.0018	0.0216	-0.0024
O	-0.0036	-0.022	-0.001
O	-0.0173	0.0062	-0.0007
O	-0.0292	0.0152	-0.0058
O	-0.0189	-0.0131	-0.0178
O	-0.0146	-0.0225	0.0113
O	0.0189	-0.0098	-0.0242
O	0.0124	0.0056	0.018
O	0.013	0.0162	0.0299
O	0.0035	0.0033	0.0051
O	0.0192	-0.0009	-0.0029
O	0.0146	-0.0032	-0.0151
O	0.008	-0.0008	-0.0066
O	-0.0095	-0.0209	0.0058
O	0.0164	0.0034	0.0005
O	-0.0183	0.0005	0.0209
O	0.0135	-0.0096	-0.0212
O	-0.0169	0.0088	-0.0155
O	0.0007	-0.0166	0.0144
O	0.0045	0.0075	-0.0189
O	-0.0116	-0.0007	0.0145
O	-0.0173	0.0044	-0.0268
O	0.0067	0.0067	-0.0028
O	-0.0023	-0.0012	-0.0103
O	-0.0137	0.0064	0.0212
O	-0.0215	-0.0204	0.0074
O	0.0239	-0.0017	0.011
O	-0.007	0.0313	-0.0043
O	0.0124	-0.0079	0.0045
O	0.007	-0.0024	0.0074
O	-0.0105	0.0081	0.0064
O	0.0335	-0.0006	-0.0043
O	0.021	-0.0135	-0.021
O	0.0088	0.0014	-0.024
O	-0.0043	-0.0029	-0.0296
O	-0.026	0.0097	-0.0262
O	0.0175	-0.013	-0.0217
O	0.0079	0.0093	0.0086
O	-0.0215	0.0224	0.0124
O	-0.0143	0.0215	0.0019
O	-0.003	-0.0005	0.0015
O	0.0055	0.0234	-0.022
O	0.012	-0.0057	0.0102
O	0.0106	0.0156	-0.0227

The program warned: the cutoff lies below the one the program advises for these potential files; the forces do not sum to zero within the program's tolerance; the exchange-correlation potential is rough where the density is thin.
